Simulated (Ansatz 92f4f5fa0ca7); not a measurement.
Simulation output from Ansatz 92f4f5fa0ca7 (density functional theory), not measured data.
Periodic cell of 260 atoms, Si140O88H32, with a vacuum gap, from a study of silicon, its oxide and their interface. The atomic structure is a simulated model.

Settings: functional r2SCAN; potential files Ansatz PAW; basis plane waves; wave-function cutoff 800 eV; density cutoff ratio 5; exchange-correlation grid ratio 1; k mesh 1 x 1 x 1, shifted by 0.5 0.5 0 of a step; self-consistency stop 1e-11 eV per atom in the density residual; occupations fixed; spin none; net charge 0; applied field sawtooth along c, amplitude -0.015 V/angstrom in the program's sign convention, ramp centred at 0.9889 of c and 0.0221 of c wide, no dipole correction.

Cell vectors (angstrom)
a  10.888  0  0
b  0  10.888  0
c  0  0  45.1648

Atoms and the computed forces on them: element, x, y, z (angstrom), force x, y, z (eV/angstrom)
Si  0.529  -0.4845  30.0086  0.0008  -0.0033  0.0113
Si  2.3016  3.3145  29.9632  0.0007  0.0025  0.0166
Si  0.0565  5.4686  30.4578  0.0025  0.0048  0.0045
Si  2.7677  8.2384  30.4635  -0.002  -0.0031  0.0067
Si  5.3836  -0.0152  30.3443  0.0028  -0.0024  0.0142
Si  8.2471  2.9251  30.0408  0.0028  -0.0018  0.0203
Si  5.0159  6.0761  29.9738  -0.0025  0.0015  0.0138
Si  8.7431  7.6696  30.117  0.0023  0.0004  0.0162
Si  1.3964  1.4165  31.2191  0.0006  0.0008  0.0003
Si  4.0213  4.2984  31.2808  -0.0016  -0.001  -0.0046
Si  1.4142  6.8439  31.7245  0.0002  -0.0014  -0.0094
Si  4.0859  9.6149  31.764  0.0025  0.0038  -0.0088
Si  6.8944  1.4427  31.3589  0.0002  -0.0038  -0.0063
Si  9.4987  4.0964  31.6181  0.0008  0.0019  -0.0063
Si  6.8395  6.8567  31.3445  0.0024  0.0018  0.0011
Si  9.7263  9.4248  31.3841  -0.0006  0.0003  -0.0049
Si  0.0272  2.6382  32.7698  -0.0074  0.0023  -0.0055
Si  2.6616  0.1693  32.855  0.0071  -0.007  -0.0055
Si  0.0184  8.2  32.9755  0.007  -0.0047  -0.0103
Si  2.8043  5.4517  32.9269  -0.002  0.008  -0.0123
Si  5.4218  2.8242  32.6449  0.0036  0  -0.0161
Si  8.2754  -0.0055  32.6774  -0.0003  0.0008  -0.0079
Si  5.5693  8.1939  32.8665  -0.0043  0.0041  -0.0078
Si  8.0708  5.475  32.8422  0.001  -0.0042  -0.0114
Si  1.3774  4.0403  34.1519  0.0118  0.0013  0.0064
Si  4.1068  1.4762  34.1229  -0.0065  0.0038  0.0058
Si  1.375  9.62  34.2328  -0.007  0.0026  0.0036
Si  4.1778  6.832  34.2203  0.0084  -0.0116  0.0036
Si  6.7499  4.0851  34.1539  -0.0041  0.0138  0.0042
Si  9.5675  1.3165  34.1454  0.0105  -0.0055  0.004
Si  6.9065  9.5859  34.1477  0.007  -0.0117  0.0052
Si  9.4795  6.8114  34.2048  -0.001  0.015  0.0066
Si  -0.0017  0.0191  35.5927  0.0053  -0.0103  0.0212
Si  2.7373  2.743  35.5481  -0.0048  0.0037  0.0159
Si  -0.0097  5.4165  35.4942  -0.0035  0.003  0.0297
Si  2.7676  8.2117  35.5194  -0.0013  -0.0076  0.02
Si  5.4681  0.0496  35.4538  -0.004  -0.014  0.026
Si  8.1645  2.7048  35.4605  0.0016  0.0078  0.0257
Si  5.4667  5.4405  35.5808  -0.0168  0.0109  0.0158
Si  8.1761  8.1954  35.5636  0.0032  -0.0075  0.0148
Si  1.3844  1.3745  36.9133  -0.0012  -0.0036  0.1823
Si  4.0779  4.0952  36.9063  0.032  0.021  0.162
Si  1.3676  6.8107  36.8279  0.0113  0.0088  0.1716
Si  4.1246  9.5666  36.8686  -0.0047  -0.005  0.1865
Si  6.8139  1.3679  36.8461  0.0075  0.0096  0.1866
Si  9.5195  4.0583  36.8596  0.0196  0.0142  0.1906
Si  6.8245  6.8138  36.9144  0.0042  -0.005  0.1762
Si  9.5374  9.5278  36.9178  0.0025  0.0076  0.1654
Si  -0.0048  2.7183  38.2475  0.0378  0.0288  0.2535
Si  2.7388  -0.0027  38.2562  0.0602  0.0577  0.2254
Si  0.0113  8.143  38.2235  0.0259  0.0721  0.3301
Si  2.7068  5.4595  38.2192  0.0589  0.0053  0.3551
Si  5.4442  2.7045  38.2157  0.0213  0.1214  0.3276
Si  8.1483  -0.0012  38.223  0.0854  0.0026  0.362
Si  5.4474  8.1742  38.2456  0.0853  0.0423  0.2605
Si  8.1784  5.423  38.2476  0.0046  0.0836  0.2191
Si  1.3638  4.0942  6.9243  0.1076  -0.0677  -0.3247
Si  4.1135  1.3506  6.9469  -0.0269  0.0071  -0.2726
Si  1.3554  9.5011  6.926  -0.1598  -0.0271  -0.3017
Si  4.063  6.8036  6.9232  -0.0172  -0.1416  -0.3075
Si  6.7753  4.0623  6.9219  -0.1182  -0.084  -0.3192
Si  9.5059  1.3391  6.9234  -0.0834  -0.0996  -0.3411
Si  6.8257  9.5154  6.9378  0.0174  -0.0514  -0.3356
Si  9.5534  6.7828  6.9365  -0.0628  0.0572  -0.2813
Si  -0.0452  -0.0522  8.2756  0.0006  -0.0054  -0.1739
Si  2.7419  2.7356  8.2677  -0.0107  -0.012  -0.1657
Si  0.026  5.4415  8.3071  -0.0165  -0.0111  -0.1897
Si  2.6923  8.1321  8.2884  -0.0069  -0.0003  -0.193
Si  5.46  -0.0417  8.3016  -0.0109  0.0044  -0.1788
Si  8.1301  2.6944  8.2659  -0.014  -0.0196  -0.1851
Si  5.4049  5.419  8.2816  -0.0033  0.0029  -0.1709
Si  8.1788  8.1353  8.2889  -0.0132  -0.0194  -0.1626
Si  1.344  1.349  9.5296  0.0021  0.0068  -0.0038
Si  4.0507  4.0945  9.702  0.0084  -0.017  -0.0248
Si  1.3776  6.7829  9.7134  0.0038  0.004  -0.0311
Si  4.0775  9.4589  9.614  0.0082  0.005  -0.015
Si  6.8209  1.3106  9.6618  0.0009  0.0079  -0.0223
Si  9.4909  4.079  9.5717  0.004  -0.0083  -0.0204
Si  6.7848  6.7725  9.6055  0.0115  -0.0004  -0.0126
Si  9.5334  9.4444  9.7026  -0.0072  0.0149  -0.0255
Si  -0.028  2.7075  10.8489  0.0067  -0.0137  0.0012
Si  2.6774  -0.0357  10.8648  -0.0089  0.0071  -0.0055
Si  0.0251  8.1029  11.1188  -0.0078  0.0076  -0.0131
Si  2.6962  5.4407  11.1467  0.0073  -0.0119  -0.0147
Si  5.4299  2.6816  10.9828  0.0018  -0.0023  -0.012
Si  8.1575  -0.0827  11.0441  0.0037  0.0019  -0.0118
Si  5.3913  8.0481  10.9871  0.0021  -0.0034  0.0005
Si  8.1637  5.4441  10.955  -0.007  0.0001  -0.0004
Si  1.2138  4.0442  12.3343  -0.0133  -0.0108  0.0175
Si  3.9441  1.3589  12.2492  -0.0062  -0.0113  0.0196
Si  1.4493  9.5302  12.3938  0.0162  0.0056  0.0025
Si  4.0449  6.8251  12.5486  0.0078  0.012  0.0116
Si  6.9434  3.9245  12.2498  0.0134  -0.0064  0.0141
Si  8.4814  2.6896  13.4698  0.0048  -0.0106  0.0001
Si  6.605  9.5283  12.3087  -0.0127  0.0006  0.0047
Si  9.5584  6.6744  12.4418  -0.0041  -0.0126  0.0172
Si  0.5978  0.4596  13.5614  -0.0129  -0.0064  0.002
Si  2.1648  2.2668  13.4391  0.0098  0.0105  0.0027
Si  -0.3917  5.0212  13.8111  0.0051  -0.0008  -0.0041
Si  3.2186  8.6991  13.7039  -0.0088  -0.0115  0.0047
Si  4.8589  -0.3652  13.4838  0.0128  0.0102  0.0034
Si  9.7054  1.2217  12.24  0.0016  0.0135  0.0178
Si  5.425  5.8668  14.2382  0.0064  -0.0071  0.0067
Si  7.4265  8.2742  14.0761  -0.0035  0.0028  0.0069
Si  2.3994  -15.4866  21.1544  0.0001  -0.0011  0.0105
Si  -1.3753  -3.3555  21.544  0.0005  -0.001  0.0084
Si  20.2697  -5.3569  19.3242  -0.0011  -0.0028  0.0154
Si  4.8008  11.466  20.1972  -0.0022  0.0027  0.0024
Si  -3.717  -1.403  28.3705  0.0011  0.0007  0.0137
Si  7.3207  -1.1075  16.778  -0.0005  -0.0035  0.0163
Si  -5.9183  14.7787  16.6026  0.004  -0.0055  0.0164
Si  14.6822  12.4232  28.0643  0.0029  0.001  0.0215
Si  -19.6539  -0.3334  26.3357  0.0011  0.0024  0.013
Si  -12.3457  -7.5907  21.4225  0.0011  0.0005  0.0109
Si  14.6489  4.0329  23.8797  0.0029  -0.0041  0.0122
Si  17.7502  4.8634  27.8243  -0.0006  -0.0006  0.0094
Si  8.6461  6.6633  25.9948  -0.0029  -0.0004  0.0139
Si  -12.397  22.5735  28.1865  -0.0013  -0.0005  0.0117
Si  26.9172  5.2031  21.3298  -0.003  0.0002  0.0088
Si  5.8752  -7.8232  19.1991  0  -0.0012  0.0094
Si  -10.6112  -10.7292  24.2033  -0.0007  0.0008  0.01
Si  37.6134  -2.0543  18.4529  0.0006  0.0001  0.0136
Si  9.6059  21.0292  18.6289  0.0005  -0.0029  0.0136
Si  11.3447  5.6331  16.7903  -0.0082  -0.0012  0.023
Si  -8.7477  2.9733  16.5283  -0.0009  0.0008  0.0069
Si  -14.8484  19.9974  25.42  0.002  -0.0006  0.0166
Si  -5.0753  -8.2643  25.8491  0.0008  0.0011  0.0074
Si  -3.8616  18.0052  20.1835  0.0044  -0.0032  0.0041
Si  11.7101  11.0564  16.701  0.0008  -0.0031  0.0144
Si  2.3769  8.2363  16.7877  0.002  -0.0017  0.0213
Si  17.3807  44.8717  15.5242  0.002  0.0029  0.0099
Si  20.5478  5.3351  23.5414  0  0.0004  0.0134
Si  4.0942  9.2472  24.3652  0.0036  0.0011  0.0082
Si  13.4366  -0.2319  22.0447  -0.0035  -0.0006  0.0141
Si  -2.3784  0.9  25.2637  0.0039  0.0011  0.006
Si  -20.9584  8.7815  20.4455  0  -0.0014  0.0136
Si  -10.5415  19.2362  25.6096  -0.0024  0.0014  0.0147
Si  2.6016  -4.204  24.3069  -0.0014  0.0014  0.017
Si  22.9266  3.9535  22.4093  0.0016  -0.0013  0.0109
Si  18.6222  1.1767  20.2795  0  0.0028  0.0066
O  6.0372  9.6284  29.4962  0.0043  -0.0016  -0.0079
O  -10.9289  -1.4323  24.4665  0.0002  0.0012  -0.0055
O  3.8787  5.9294  20.6051  0.0007  0.0013  -0.0062
O  1.0988  4.4305  29.6398  0.0012  -0.0024  -0.0019
O  -5.2076  3.9043  20.5554  -0.0047  -0.0015  -0.0068
O  -27.0602  5.6484  28.4964  0.0024  -0.0006  -0.0064
O  1.3019  9.1749  26.6525  -0.0021  -0.0004  -0.0059
O  2.9856  13.7647  28.5195  0.0003  -0.0018  -0.0052
O  1.1323  0.6481  25.5023  -0.0021  0.0044  -0.0042
O  2.677  0.453  27.6193  -0.0023  -0.0026  -0.0131
O  19.3526  9.3188  17.8272  -0.0033  0.0013  -0.0062
O  19.9916  16.3077  25.0476  0.0003  0.0001  -0.0073
O  3.8401  7.2216  29.6701  0.0046  -0.0018  0.0002
O  36.0982  20.5066  22.9325  -0.0021  0.0022  -0.0021
O  9.8791  6.5251  29.6989  -0.0024  0.0008  0.0016
O  7.6958  12.6664  14.565  -0.0002  0.0016  0.0003
O  12.5168  -1.2142  16.9924  -0.0002  0.0002  -0.0087
O  9.3096  1.2323  26.6403  -0.0004  -0.0012  -0.0092
O  1.8492  -0.9231  20.7619  -0.0043  0.0013  -0.0021
O  -15.417  3.9619  26.5767  -0.0012  -0.0019  -0.0048
O  -9.1696  7.4397  20.245  -0.0003  0.002  -0.0106
O  -4.4785  17.9997  14.6124  0.0013  -0.0033  -0.0062
O  19.6956  -3.2752  13.5666  -0.0007  0.0043  -0.0079
O  6.3365  -10.3906  20.7941  0.0003  -0.0008  -0.0024
O  -0.9548  7.6407  26.2931  0.0012  0.0016  -0.0048
O  20.286  -6.8566  19.9608  -0.0002  0.0013  -0.0016
O  18.185  2.283  19.1694  -0.0021  -0.0001  -0.0005
O  13.3727  14.215  23.1148  -0.0039  -0.0001  -0.0065
O  4.8934  5.2051  15.6467  0.0003  0.0068  -0.0158
O  13.798  8.2257  15.2544  0.0014  0.0003  -0.0179
O  -3.1167  9.2295  15.3336  -0.0006  -0.0053  -0.0115
O  13.3244  -8.0354  14.9477  0.0027  -0.0068  -0.0146
O  -0.7361  5.6558  17.9044  0.0026  -0.0008  -0.0101
O  9.7375  22.7645  24.1479  0.0041  0.0002  -0.004
O  -14.6486  12.706  25.2366  0.0003  -0.0003  -0.0056
O  -7.7962  -5.6775  24.7833  -0.0015  0.0004  0
O  -0.1803  -0.0486  28.5742  0.0016  0.003  -0.0016
O  28.9576  0.5183  16.7608  -0.0015  -0.0021  -0.0013
O  -2.0206  -6.5987  22.5878  0.0009  -0.0019  -0.0058
O  25.5375  29.4934  24.737  -0.0015  0.0003  -0.0095
O  16.5923  -1.5083  24.4004  -0.0014  0.0015  -0.0023
O  -14.3237  3.9106  29.0028  -0.0013  0.0016  -0.0058
O  -17.0307  1.8849  19.2271  -0.0004  -0.0005  -0.007
O  -0.0251  5.7427  15.2372  -0.0011  -0.0038  -0.0146
O  -2.0707  0.1065  19.7485  0.0013  -0.0015  0.0004
O  -13.8033  5.9136  27.2739  0.0017  0.0009  -0.0024
O  10.0741  6.4507  20.469  -0.0001  -0.0012  -0.0032
O  -10.57  21.9697  15.1627  0.0003  -0.0015  -0.0191
O  4.5256  -11.6426  19.3219  0.002  -0.004  -0.0092
O  15.6192  15.6386  22.8113  0.0028  0.002  -0.0128
O  -8.4341  -4.1086  22.6959  0.0015  0.0002  -0.0035
O  -1.449  -7.0713  14.2056  0.0017  0.0041  -0.0044
O  -6.182  3.0129  24.711  -0.003  0.0025  -0.004
O  9.3406  -8.8024  29.1548  0.0013  -0.0039  -0.0064
O  32.9943  -6.0296  23.5005  0.0007  -0.0012  -0.0067
O  27.5966  14.9913  17.9624  -0.0023  0.0009  -0.0107
O  38.5176  7.8795  19.3977  -0.0035  0.0029  -0.007
O  43.0603  11.1314  17.634  -0.0004  -0.0007  -0.0086
O  -5.2487  13.5202  15.8564  -0.0002  0.0009  0.0007
O  7.5431  -14.1561  25.2672  -0.0009  0.0006  0.0049
O  23.468  1.5012  17.041  -0.0002  0.0011  -0.0008
O  -2.3942  1.9911  21.4498  -0.0029  -0.0019  -0.0032
O  18.7509  17.0094  19.1899  0.0024  -0.0036  -0.0119
O  -20.473  22.132  22.9361  0.0043  0.0008  -0.0059
O  -11.1119  -13.1246  21.6864  0.0009  0.0008  -0.0108
O  8.1031  8.0869  20.9496  -0.004  -0.0001  -0.0032
O  -2.8633  -10.9282  28.4401  0.0017  0.0008  -0.0082
O  -7.2785  8.1522  17.8467  -0.0012  0.0007  -0.0006
O  1.0969  4.1458  16.9144  0.0017  -0.0031  -0.0064
O  3.4432  21.1179  25.4582  0.0001  -0.002  -0.0045
O  8.0477  -11.5334  25.1707  0.0006  0.0002  -0.0027
O  -5.9342  1.7714  26.9479  0.0024  0.0015  -0.0055
O  23.3499  26.6706  21.1548  -0.002  0.0006  -0.0075
O  -9.6788  -3.7561  24.9842  0.0026  -0.0033  -0.0054
O  -15.4312  6.2697  21.3821  0.001  0.001  -0.0025
O  23.2112  6.922  17.0332  0.0011  -0.0021  0.0011
O  -4.6565  4.6663  13.532  -0.0057  0.0038  -0.0022
O  14.5589  0.7496  21.3683  0.0024  -0.0007  -0.005
O  6.4326  9.2743  26.9581  -0.0002  -0.0008  -0.0129
O  -13.6147  -2.6319  28.6967  -0.0024  0.0013  -0.0088
O  -1.4829  -14.9427  22.9832  -0.0011  0.001  -0.0126
O  21.6158  -1.7746  19.1954  -0.0048  0.0057  -0.0064
O  -16.3077  11.126  14.8881  -0.0036  -0.002  -0.0109
O  14.4102  3.4749  17.1641  -0.0007  -0.0019  -0.0129
O  1.7103  9.2777  29.675  -0.0019  0.0043  -0.0066
O  4.5022  11.8464  29.3859  -0.0003  0.0012  -0.01
O  10.9707  2.8917  21.8067  -0.0017  -0.0011  -0.0042
O  -5.0061  9.192  17.1871  0.0025  0.0008  -0.0008
H  0.8148  3.5423  39.1799  -0.3555  -0.2368  -0.2416
H  -0.826  1.8959  39.1799  0.3016  0.2721  -0.2641
H  1.9173  -0.8248  39.1886  0.307  0.2274  -0.2854
H  3.567  0.8126  39.1886  -0.3466  -0.3186  -0.2192
H  -0.8061  7.3169  39.156  0.3274  0.2723  -0.2741
H  0.8289  8.969  39.156  -0.2371  -0.3348  -0.2548
H  1.8918  4.6309  39.1516  0.2415  0.3382  -0.2713
H  3.5323  6.2776  39.1516  -0.3414  -0.2544  -0.252
H  6.2578  3.5344  39.1482  -0.2746  -0.319  -0.2456
H  4.6295  1.8756  39.1482  0.3457  0.2898  -0.278
H  8.9754  0.8153  39.1555  -0.3358  -0.2497  -0.2482
H  7.3415  -0.8377  39.1555  0.2612  0.3749  -0.2642
H  6.2803  8.9848  39.1781  -0.3337  -0.3256  -0.2219
H  4.6215  7.3565  39.1781  0.2275  0.3324  -0.2786
H  9.0048  6.2403  39.1801  -0.2525  -0.3601  -0.242
H  7.3441  4.6139  39.1801  0.2945  0.276  -0.2685
H  2.1788  4.9227  5.9919  -0.3441  -0.3198  0.2544
H  0.5442  3.2702  5.9919  0.2342  0.2672  0.2917
H  4.9282  2.1795  6.0145  -0.2803  -0.4282  0.2625
H  3.2853  0.5353  6.0145  0.2353  0.2628  0.291
H  0.5379  8.675  5.9936  0.349  0.3271  0.2272
H  2.177  10.3231  5.9936  -0.2478  -0.2396  0.3067
H  3.2375  5.9855  5.9907  0.3526  0.3172  0.2372
H  4.8889  7.6213  5.9907  -0.2825  -0.2407  0.3003
H  7.6096  4.8714  5.9895  -0.2658  -0.2079  0.3076
H  5.9617  3.2324  5.9895  0.337  0.3989  0.2142
H  10.3272  2.1615  5.9909  -0.2011  -0.2821  0.311
H  8.6789  0.5226  5.9909  0.3297  0.384  0.2191
H  7.6325  10.3519  6.0053  -0.3186  -0.3565  0.2696
H  5.9927  8.7049  6.0053  0.3071  0.2336  0.2731
H  8.727  5.9655  6.004  0.3039  0.1995  0.2858
H  10.3708  7.6089  6.004  -0.3446  -0.3077  0.2631

Results
free energy: -140242.256 eV
free energy less fixed offsets of H -15.71, O -570.45, Si -639.56 eV per atom: -1.536 eV

The program warned: the cutoff lies below the one the program advises for these potential files; the forces do not sum to zero within the program's tolerance; empty levels may hold ghost states of the PAW files; the exchange-correlation potential is rough where the density is thin.
